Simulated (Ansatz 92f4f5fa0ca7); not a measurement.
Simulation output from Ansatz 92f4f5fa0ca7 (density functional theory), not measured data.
Periodic cell of 256 atoms, Si144O112, from a study of silicon, its oxide and their interface. The atomic structure is a simulated model.
This geometry differs little from another in the collection (a relaxation step or a small displacement).

Settings: functional r2SCAN; potential files Ansatz PAW; basis plane waves; wave-function cutoff 800 eV; density cutoff ratio 5; exchange-correlation grid ratio 1; k mesh 1 x 1 x 1, shifted by 0.5 0.5 0 of a step; self-consistency stop 1e-10 eV per atom in the density residual; occupations fixed; spin none; net charge 0.

Cell vectors (angstrom)
a  10.888  0  0
b  0  10.888  0
c  0  0  36.3781

Atoms: element, x, y, z (angstrom)
Si  -0.1215  0.0972  -0.079
Si  2.5606  2.9412  0.2922
Si  0.3175  5.1271  -0.1512
Si  3.2303  7.6794  -0.0343
Si  5.7387  -0.2369  0.2111
Si  7.4954  3.199  0.0691
Si  5.3617  5.4602  0.4335
Si  7.8407  8.3211  0.067
Si  1.3047  1.3101  1.371
Si  3.9901  4.1009  1.6926
Si  1.409  6.7629  1.2004
Si  4.1114  9.4234  1.3564
Si  6.7299  1.4526  1.4847
Si  9.431  4.1346  1.1583
Si  6.8018  6.8543  1.5677
Si  9.4516  9.5749  1.2783
Si  -0.112  2.7389  2.6388
Si  2.7041  -0.0704  2.6821
Si  0.0166  8.1775  2.5593
Si  2.6026  5.5224  2.8526
Si  5.3732  2.6837  2.907
Si  8.1608  0.0546  2.7454
Si  5.4245  8.2054  2.8719
Si  8.2279  5.4436  2.7386
Si  1.2462  4.0818  4.0833
Si  4.0123  1.2866  4.1431
Si  1.3397  9.4831  4.0334
Si  4.0392  6.8357  4.1747
Si  6.8294  4.0791  4.1102
Si  9.5224  1.3833  4.1009
Si  6.8033  9.5916  4.1363
Si  9.5808  6.8349  4.0345
Si  0.0146  -0.0077  5.4087
Si  2.6616  2.7179  5.4187
Si  -0.0354  5.4653  5.4735
Si  2.6783  8.1908  5.494
Si  5.4234  0.0035  5.5148
Si  8.1595  2.7184  5.4869
Si  5.4424  5.4377  5.4467
Si  8.1949  8.1775  5.4043
Si  1.3601  1.3519  6.7906
Si  4.0619  4.0686  6.7789
Si  1.347  6.7996  6.8425
Si  4.0587  9.5296  6.8467
Si  6.7954  1.3665  6.8532
Si  9.5097  4.093  6.835
Si  6.8312  6.8001  6.7634
Si  9.5435  9.5224  6.778
Si  0.0191  2.7157  8.1436
Si  2.7263  0.0401  8.189
Si  -0.0041  8.1846  8.1814
Si  2.7199  5.4208  8.1716
Si  5.423  2.7458  8.1739
Si  8.191  -0.0272  8.1573
Si  5.4475  8.122  8.1124
Si  8.1551  5.4578  8.1817
Si  1.3579  4.0605  9.5431
Si  4.0778  1.4094  9.5589
Si  1.3656  9.5606  9.5266
Si  4.1193  6.7689  9.4986
Si  6.796  4.0881  9.5333
Si  9.5914  1.3317  9.4922
Si  6.7981  9.4681  9.4568
Si  9.5355  6.8076  9.539
Si  0.0418  0.0224  10.9433
Si  2.7037  2.7439  10.9696
Si  0.0053  5.4321  10.9039
Si  2.7734  8.1839  10.793
Si  5.4867  -0.0162  10.7837
Si  8.2312  2.6987  10.787
Si  5.4262  5.4132  10.9244
Si  8.1264  8.1341  10.868
Si  1.3673  1.4055  12.3929
Si  4.0761  4.088  12.3467
Si  1.4684  6.8207  12.1602
Si  4.1071  9.5662  12.1383
Si  6.9592  1.2532  12.0826
Si  9.5098  4.0262  12.2378
Si  6.8135  6.7438  12.2686
Si  9.4974  9.5089  12.1797
Si  0.0017  2.8255  13.7613
Si  2.8362  0.0227  13.6255
Si  -0.1101  8.0078  13.4058
Si  2.7501  5.5729  13.7235
Si  5.5715  2.5562  13.3609
Si  8.299  0.0262  13.6374
Si  5.4939  8.2455  13.4664
Si  8.0852  5.2869  13.6553
Si  0.8658  4.7355  14.9092
Si  4.5851  1.0198  14.791
Si  1.8151  9.581  15.2272
Si  3.9572  7.2928  14.9106
Si  6.9261  3.6092  14.893
Si  9.3581  1.6133  15.1129
Si  6.7387  9.6682  14.8489
Si  9.8759  6.3015  14.7162
Si  18.3718  -11.6746  29.5099
Si  0.7563  10.6327  20.3496
Si  28.3228  -0.3654  25.3918
Si  -8.8749  4.8261  24.9512
Si  21.6638  10.648  17.2772
Si  23.7647  -2.9188  24.786
Si  20.1132  -10.0577  25.5199
Si  30.3994  -0.3106  32.2975
Si  20.7035  -13.7374  28.673
Si  29.1556  -12.8924  21.6122
Si  25.7669  12.0594  34.5896
Si  37.1969  6.7162  17.7369
Si  1.932  -1.2526  34.4517
Si  35.774  -0.6785  30.0168
Si  33.4471  -11.259  31.8407
Si  24.212  -9.9553  27.5798
Si  16.6689  2.3903  19.6494
Si  40.7219  -2.9527  33.4423
Si  15.6685  -7.8265  16.9547
Si  19.9935  -19.7698  34.2395
Si  26.7495  -9.6176  23.3953
Si  7.1167  -3.0066  24.5058
Si  20.4945  -4.2991  31.2936
Si  23.7969  -2.7928  21.5464
Si  34.0635  -19.1116  31.7394
Si  4.7805  -13.3678  26.2678
Si  17  -16.3588  19.8648
Si  17.4834  -6.8699  27.6074
Si  39.0161  -7.3334  30.5001
Si  4.1686  -9.2227  31.5762
Si  -0.7929  12.2362  22.624
Si  10.8086  4.5405  33.3219
Si  41.389  -3.8714  19.7291
Si  15.0769  -7.8897  25.848
Si  52.0302  -15.7088  26.4802
Si  28.4316  -15.4607  31.3143
Si  14.0283  -9.3812  21.0807
Si  34.9285  -16.9683  17.7266
Si  11.0719  2.6176  29.0219
Si  26.8181  -13.6372  29.2886
Si  40.8893  2.0159  28.9845
Si  22.9853  -7.2966  22.29
Si  -10.2514  5.6096  20.2482
Si  -2.1687  19.124  16.888
Si  21.2888  3.6879  26.4219
Si  0.3425  -1.1685  26.6184
Si  37.4845  -2.9336  20.3265
Si  29.193  -20.6448  21.6189
O  -6.5417  6.5016  -0.4045
O  10.0625  1.0112  -19.8954
O  -0.8312  12.0317  -1.1356
O  38.7342  -1.9839  -15.7107
O  24.0961  -18.914  -15.0025
O  12.4246  -0.6383  -5.9503
O  -0.5263  5.3385  -4.401
O  12.3223  3.9453  -0.3284
O  5.5524  3.3336  -9.7698
O  12.328  -1.3776  -3.4551
O  7.6837  10.4433  -14.4501
O  -2.8568  9.5495  -2.9837
O  -10.2322  -11.9403  -0.9544
O  18.7058  2.8578  -6.0569
O  26.1739  1.7171  -3.2284
O  32.502  -10.5142  21.5097
O  1.3422  10.3361  16.5959
O  3.5107  3.7708  17.6701
O  4.7489  -3.1848  27.7374
O  4.0878  12.7749  16.0782
O  17.9893  5.4529  27.0735
O  31.9894  -15.3894  19.6998
O  9.8382  10.5054  26.3891
O  9.4083  -3.9015  16.1317
O  33.5537  -6.9648  25.6445
O  7.4441  -2.0412  16.0836
O  31.581  -1.4984  17.0983
O  14.6053  11.7567  22.4583
O  11.1373  -6.3763  21.3664
O  1.5348  -0.083  26.7161
O  36.1967  -2.4179  21.1188
O  14.2248  0.0528  28.5884
O  2.1958  11.3471  20.3248
O  13.7407  -2.5294  15.5095
O  3.3978  4.3886  25.6515
O  17.877  12.2929  20.083
O  1.9863  8.1583  23.1673
O  7.661  5.8371  20.0352
O  0.4463  -1.9113  14.6168
O  29.2268  -21.1544  28.7126
O  -1.4775  4.8605  25.9949
O  7.5878  -20.93  25.7016
O  18.4972  -0.3777  31.0592
O  16.5621  -14.2032  25.1859
O  8.7524  12.8494  21.9663
O  11.3464  3.1304  30.5125
O  26.1354  1.8149  20.1001
O  23.7704  4.4824  23.3737
O  12.1548  -6.3717  16.4898
O  25.4294  -13.0832  29.9205
O  17.1302  -27.9048  31.5819
O  48.7265  -15.363  20.7503
O  24.5934  10.9668  34.5623
O  5.9181  -6.7032  29.065
O  7.5725  -34.1899  24.9454
O  38.7607  -12.4262  29.2702
O  8.6323  -2.6939  20.8436
O  6.3839  4.3724  36.0627
O  34.3317  -15.1423  20.9544
O  15.4911  8.0071  18.7109
O  14.2025  -13.2625  25.5704
O  11.5971  8.7736  25.3576
O  29.9617  -4.0399  25.0951
O  28.8466  -13.8391  22.8943
O  32.4702  -7.067  28.015
O  38.8823  -20.014  22.4985
O  33.655  30.869  20.788
O  27.3525  5.6188  18.3349
O  16.6564  14.8685  16.0165
O  36.0199  -9.0332  26.6329
O  20.5655  -10.3019  23.9818
O  7.7815  2.4577  35.0272
O  21.8684  -0.034  18.8763
O  19.0345  -4.6646  30.6689
O  5.6221  -11.0128  15.3807
O  15.4172  -19.3236  24.3734
O  46.4498  -8.3168  31.1694
O  32.9262  -8.3856  23.0097
O  32.6879  5.5043  34.6335
O  16.1783  -21.2964  35.2044
O  30.44  -20.6325  32.9604
O  14.844  0.1259  31.1375
O  24.7494  -4.6292  17.6933
O  19.1587  -3.2174  18.3229
O  4.9234  -3.9426  16.1903
O  20.6773  -9.2609  29.0588
O  11.8594  1.1879  32.2856
O  8.1139  -8.2546  15.5265
O  20.2567  -3.3279  32.5676
O  16.8556  14.7635  20.2763
O  10.0975  -11.5628  31.7274
O  6.7887  -1.3757  36.0739
O  44.8499  -7.1144  32.9085
O  45.3549  -4.4831  25.1405
O  20.0674  -3.8928  27.5995
O  38.4456  2.4433  18.0467
O  20.6687  14.2443  33.691
O  23.2557  -9.0184  28.4631
O  27.3098  -22.8052  26.4879
O  28.571  -25.4768  32.6933
O  52.2397  -23.5375  29.068
O  5.501  -0.0083  24.2085
O  32.8289  -23.8567  27.9514
O  55.8068  -6.107  19.0597
O  -2.7212  -3.3385  35.0141
O  31.6217  -8.6568  26.0144
O  -7.3969  2.4324  35.4404
O  10.358  29.0587  30.0232
O  27.3962  -14.8089  30.2485
O  2.743  8.3128  34.9024
O  38.0875  -8.5833  30.8428
O  29.6415  -18.7597  27.7578

Results
free energy: -155991.880 eV
free energy less fixed offsets of O -570.45, Si -639.56 eV per atom: -4.840 eV

Forces (eV/angstrom), in the order of the atoms: element, x, y, z
Si  -0.0016  0.0007  -0.0566
Si  0.0054  -0.0034  -0.0413
Si  -0.003  0.0018  -0.0623
Si  -0.0058  0.0074  -0.0481
Si  -0.0003  0.0052  -0.044
Si  0.0028  -0.0093  -0.0499
Si  0.0008  0.0001  -0.0248
Si  0.0035  -0.0108  -0.0629
Si  -0.0019  0.0006  0.0021
Si  -0.0011  -0.0008  0.0013
Si  -0.0001  -0.0009  0.001
Si  0.002  -0.0015  0.0042
Si  -0.001  -0.0004  0.0003
Si  -0.0007  0.0013  0.0054
Si  -0.0008  0.0006  0.001
Si  0.0003  0.0002  0.002
Si  -0.0014  -0.0013  -0.0004
Si  -0.0003  0.0001  0.0001
Si  -0.0013  -0.0004  0.0004
Si  -0.0018  0.0021  0.002
Si  0.0016  -0.0009  -0.001
Si  0.0007  -0.0001  0.0004
Si  -0.0025  0.0011  0.0005
Si  0.0018  -0.002  -0.0002
Si  -0.0004  -0.0009  0.0015
Si  -0.0009  -0.0008  -0.0008
Si  0  -0.0006  -0.0002
Si  0.0003  -0.0005  0.0025
Si  -0.0002  0.0006  -0.0002
Si  0  0.0007  -0.0004
Si  -0.0003  -0.0002  -0.0007
Si  0  -0.0003  -0.0003
Si  0.0004  -0.0002  0.0007
Si  -0.001  -0.0007  0.0015
Si  -0.0001  0.0001  0
Si  -0.0006  0.0004  0.0012
Si  -0.0004  -0.0003  0.0011
Si  -0.0007  -0.001  0.001
Si  -0.0004  -0.0005  0.0003
Si  0.0002  -0.0005  0.0005
Si  -0.0006  -0.0004  -0.0001
Si  0  -0.0003  -0.0001
Si  -0.0003  -0.0003  0.0003
Si  -0.0003  -0.0005  0.0002
Si  -0.0005  -0.0007  0.0003
Si  0  -0.0003  0.0003
Si  0.0001  0  0.0002
Si  -0.0006  -0.0005  -0.0001
Si  0  -0.0003  0.0002
Si  0.0002  0.0001  0.0008
Si  0.0002  -0.0001  0.0005
Si  -0.0012  -0.0002  0.0008
Si  -0.0002  0  0.0007
Si  -0.0001  0.0001  0.0005
Si  -0.001  0.0004  0.0005
Si  -0.0006  0.0002  0.0011
Si  0.0002  0.0001  0.0002
Si  -0.0004  -0.0009  0.0001
Si  -0.0005  0.0009  0.0006
Si  0.0006  -0.0002  0.0004
Si  -0.0006  -0.0004  0.0005
Si  -0.0003  -0.0012  0
Si  -0.0006  0.0006  -0.0006
Si  -0.0009  0  -0.0002
Si  -0.0015  0  0.0003
Si  -0.0003  0.0005  0.0003
Si  -0.0004  -0.0015  -0.0004
Si  0.0003  -0.0003  -0.0012
Si  -0.0015  -0.0006  -0.001
Si  0.0001  -0.0003  -0.001
Si  -0.0012  -0.0003  0.0005
Si  0.0012  0.0001  -0.0003
Si  -0.0014  0.0003  -0.0008
Si  -0.0001  0.0002  -0.0005
Si  -0.0024  0.0032  0.0032
Si  -0.0005  0.0001  0.0007
Si  -0.0004  0.0004  0.0003
Si  0.0002  -0.0003  0
Si  0.0002  -0.0015  0.0002
Si  0.0021  -0.0006  -0.0009
Si  0.0017  -0.0004  0.0042
Si  0.0019  0.0017  0.0036
Si  -0.0027  -0.0081  -0.0101
Si  0.0009  -0.0014  0.0032
Si  0.0021  -0.0027  0.0022
Si  -0.0006  -0.0001  0.0024
Si  0.0004  0.0008  0.0021
Si  -0.001  0.002  0.0038
Si  -0.0109  0.0062  -0.04
Si  0.0004  -0.01  -0.0395
Si  0.0078  -0.0041  -0.053
Si  -0.0134  0.0063  -0.0475
Si  0.0144  -0.0034  -0.0409
Si  -0.0088  0.0081  -0.0459
Si  -0.0075  0.0116  -0.0398
Si  0.0085  -0.0135  -0.0289
Si  -0.0041  -0.0095  -0.116
Si  -0.0127  -0.0012  -0.1285
Si  -0.0021  0.0061  -0.1022
Si  0.004  0.0105  -0.1198
Si  -0.0015  0.0097  -0.1166
Si  0.0036  -0.0129  -0.1438
Si  -0.0043  -0.0085  -0.1252
Si  -0.0124  -0.0164  -0.1166
Si  0.0074  0.0049  -0.1372
Si  0.0096  -0.0008  -0.1236
Si  -0.0059  0.002  -0.1101
Si  -0.0098  -0.0072  -0.112
Si  -0.0066  0.0192  -0.1085
Si  0.0185  -0.0127  -0.1188
Si  0.0032  0.0146  -0.1131
Si  0.0042  0.0132  -0.1198
Si  -0.0008  0.0292  -0.1175
Si  -0.0037  -0.0011  -0.1282
Si  -0.0075  -0.0006  -0.111
Si  0.0067  0.0006  -0.1172
Si  0.0012  -0.0037  -0.1351
Si  -0.0034  0.0178  -0.1368
Si  -0.0046  0.0174  -0.126
Si  0.0029  -0.0042  -0.1357
Si  -0.006  -0.0021  -0.1141
Si  -0.0014  0.0116  -0.1246
Si  -0.0063  0.0008  -0.0895
Si  -0.0114  0.0047  -0.1199
Si  0.0154  0.0086  -0.1076
Si  0.007  -0.0066  -0.1138
Si  0.0129  0.0001  -0.1261
Si  0.0097  -0.0081  -0.1285
Si  -0.011  -0.0032  -0.1089
Si  -0.0076  0.0073  -0.1256
Si  -0.0037  0.0021  -0.1146
Si  -0.0242  -0.0145  -0.1083
Si  0.0045  -0.0026  -0.1071
Si  -0.0008  -0.0122  -0.1144
Si  -0.0017  0.0003  -0.1349
Si  -0.0089  0.0044  -0.1252
Si  0.0057  0.0045  -0.1019
Si  -0.012  -0.0043  -0.1198
Si  0.0015  -0.002  -0.1171
Si  -0.0006  -0.0009  -0.1077
Si  0.0173  -0.0106  -0.1147
Si  -0.0089  -0.003  -0.1115
Si  -0.0034  -0.0272  -0.1082
Si  -0.0041  -0.0006  -0.103
O  0.0032  -0.0034  0.0215
O  0.0183  -0.0242  0.0562
O  0.0206  -0.0229  0.0591
O  0.0225  0.0148  0.0476
O  -0.0123  0.0123  0.0455
O  -0.0276  0.0026  0.0642
O  0.0153  -0.0239  0.0657
O  0.0057  -0.0048  0.0302
O  0.0353  0.015  0.0642
O  0.0201  -0.0183  0.0814
O  0.0017  0.0046  0.0369
O  -0.0034  -0.0123  0.0473
O  -0.0219  0.011  0.0505
O  -0.0124  0.0121  0.0543
O  -0.0048  -0.0082  0.1042
O  -0.0234  0.0256  0.0705
O  -0.0225  0.0087  0.052
O  -0.0044  0.0059  0.0354
O  0.0064  -0.0077  0.0982
O  0.0018  0.0229  0.0527
O  -0.0123  -0.0166  0.0449
O  0.0131  -0.0057  0.0362
O  0.0195  -0.0183  0.0484
O  -0.014  0.0243  0.0507
O  -0.0311  -0.0124  0.0563
O  0.0205  -0.0192  0.0488
O  0.0034  0.0015  0.0309
O  0.0259  -0.0035  0.0717
O  0.0088  -0.0285  0.0634
O  0.0174  0.0186  0.0465
O  -0.0234  0.006  0.0459
O  0.0081  -0.0216  0.0781
O  0.014  0.01  0.0429
O  -0.0053  -0.0039  0.0204
O  0.0157  -0.0128  0.0432
O  0.0174  -0.0159  0.0614
O  0.0012  -0.0011  0.1093
O  0.0032  -0.0002  0.0343
O  0.0084  0.0079  0.023
O  0.001  -0.0102  0.045
O  -0.007  0.0022  0.0385
O  0.0079  0.0051  0.038
O  0.0222  0.0086  0.09
O  -0.0198  0.0037  0.0539
O  0.0152  -0.0008  0.0425
O  0.0215  0.0046  0.0905
O  -0.0264  -0.0156  0.0543
O  0.0158  0.0206  0.0877
O  0.0275  0.0024  0.0777
O  -0.0137  0.014  0.0436
O  0.0002  0.0139  0.0457
O  -0.0042  0.0129  0.0411
O  0.0043  -0.0009  0.0428
O  -0.0043  -0.0062  0.0862
O  -0.0018  0.0099  0.0425
O  0.0094  0.0059  0.0408
O  -0.0174  0.0268  0.0615
O  -0.0047  0.0053  0.023
O  0.0108  0.0204  0.0488
O  0.0076  0.018  0.0713
O  0.0266  0.0088  0.0515
O  -0.0201  0.0235  0.063
O  0.018  -0.0276  0.067
O  -0.0043  -0.0187  0.1022
O  0.0097  -0.014  0.0804
O  -0.0264  -0.0028  0.0605
O  0.0092  -0.0141  0.044
O  0.0178  -0.0044  0.0605
O  -0.0255  -0.002  0.055
O  -0.025  -0.031  0.0627
O  -0.0138  -0.0093  0.0967
O  -0.0188  0.0155  0.0597
O  0.0202  0.0002  0.1055
O  0.0055  0.0023  0.0446
O  -0.0006  0.0013  0.022
O  -0.0108  0.0285  0.0827
O  -0.001  0.0003  0.0416
O  -0.0054  -0.0027  0.0442
O  0.0057  0.0116  0.0844
O  0.0157  -0.0163  0.0523
O  0.0082  0.0308  0.0641
O  0.008  0.0255  0.0589
O  -0.0004  0.0054  0.0408
O  0  -0.0215  0.0855
O  0.0068  -0.0044  0.0705
O  0.0004  -0.0034  0.0403
O  -0.0025  -0.0064  0.0431
O  -0.0019  -0.0005  0.0197
O  -0.0119  0.0148  0.0615
O  0.002  -0.0079  0.0378
O  -0.0026  0.0024  0.0405
O  -0.0048  0.004  0.0281
O  -0.0142  0.0221  0.055
O  -0.0006  -0.0029  0.0382
O  0.0185  0.028  0.0709
O  0.0167  -0.0126  0.0831
O  -0.0145  -0.0144  0.0468
O  -0.0197  0.0122  0.053
O  -0.0132  -0.0115  0.048
O  0.0171  0.0249  0.0682
O  -0.0146  0.0121  0.0467
O  0.0202  -0.0207  0.0619
O  -0.0175  -0.0211  0.0652
O  -0.0281  0.0129  0.0802
O  -0.0025  0.0034  0.0929
O  0.0096  0.0264  0.0498
O  -0.0143  0.0204  0.0536
O  -0.0013  -0.0258  0.0828
O  0.0253  -0.0234  0.0608
O  0.0137  -0.0218  0.0553
O  -0.0229  -0.018  0.0479
O  0.0065  -0.017  0.0532

The program warned: the cutoff lies below the one the program advises for these potential files; the forces do not sum to zero within the program's tolerance; empty levels may hold ghost states of the PAW files; the exchange-correlation potential is rough where the density is thin.
